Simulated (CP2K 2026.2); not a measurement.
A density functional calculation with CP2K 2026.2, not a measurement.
Periodic cell of 552 atoms, Si316O236, from a study of silicon, its oxide and their interface. The atomic structure is a simulated model.
Doubt: the forces sum to 1.78 eV/angstrom along one axis rather than to zero, so they err by at least 0.0032 eV/angstrom per atom on average; the grid cutoff is modest.

Settings: functional PBE; method Gaussian and plane waves; basis set DZVP-MOLOPT-SR-GTH; pseudopotentials GTH-PBE; grid cutoff 350 Ry, relative cutoff 50 Ry; k points Gamma only; occupations fixed; spin none; net charge 0.

Cell vectors (angstrom)
a 16.332 0 0
b 0 16.332 0
c 0 0 35.4157

Atoms and the computed forces on them: element, x, y, z (angstrom), force x, y, z (eV/angstrom)
Si 0.504 16.182 35.171 -0.434 0.144 0.706
Si 3.057 2.307 35.35 -0.143 0.332 0.76
Si 16.08 5.692 0.032 0.263 -0.137 0.759
Si 2.734 8.508 0.153 0.03 -0.331 0.658
Si 0.302 10.518 0.23 -0.059 0.226 0.752
Si 2.532 13.745 35.392 0.202 -0.125 0.788
Si 5.345 0.124 0.045 0.184 -0.196 0.776
Si 8.029 2.873 0.058 0.225 -0.202 0.762
Si 5.82 5.167 0.079 -0.295 0.163 0.743
Si 7.889 8.376 0.194 0.144 -0.104 0.749
Si 5.765 10.624 0.327 -0.024 0.043 0.798
Si 8.501 13.344 0.098 -0.121 0.09 0.777
Si 11.082 16.148 0.144 -0.171 0.143 0.798
Si 13.273 3.034 35.344 0.176 -0.12 0.787
Si 11.064 5.318 35.312 -0.175 0.187 0.711
Si 14.001 8.079 0.167 -0.297 0.082 0.707
Si 10.639 11.043 0.084 0.171 -0.077 0.717
Si 13.276 13.883 0.026 0.252 -0.156 0.787
Si 1.471 1.296 1.339 0.018 -0.032 -0.044
Si 4.105 4.027 1.2 0.005 -0.015 -0.072
Si 1.485 6.777 1.242 -0.025 -0.003 -0.057
Si 4.158 9.56 1.635 -0.007 -0.007 -0.024
Si 1.377 12.251 1.364 0.001 0.017 -0.025
Si 4.128 14.893 1.307 -0.019 0.016 -0.05
Si 6.881 1.297 1.371 -0.007 0.016 -0.031
Si 9.572 4.122 1.314 0.01 0.014 -0.029
Si 6.805 6.77 1.485 -0.015 0.001 -0.044
Si 9.503 9.528 1.448 -0.011 0.006 -0.054
Si 6.943 12.241 1.479 0.014 0.024 -0.058
Si 9.578 14.925 1.448 0.023 -0.007 -0.053
Si 12.255 1.439 1.339 -0.003 -0.008 -0.043
Si 14.934 4.079 1.288 -0.016 0.029 -0.077
Si 12.254 6.884 1.231 0.021 -0.027 -0.036
Si 15.111 9.467 1.642 0.016 -0.006 -0.026
Si 12.257 12.218 1.364 0.017 0.017 -0.066
Si 15.049 15.068 1.06 0.024 -0.01 -0.056
Si 0.024 2.697 2.6 -0.016 0.002 -0.002
Si 2.787 16.261 2.723 0.014 0.004 0.027
Si 0.164 8.051 2.817 0.025 -0.039 0.049
Si 2.767 5.374 2.622 0.008 0.018 0.001
Si 16.288 13.661 2.599 -0.005 0.024 0.015
Si 2.741 10.968 2.826 -0.015 0.003 0.021
Si 5.468 2.698 2.662 -0.009 -0.01 0.054
Si 8.193 16.287 2.757 0.011 0.003 0.008
Si 5.445 8.082 2.878 0.036 0.004 0.037
Si 8.238 5.441 2.759 0.002 0.009 0.027
Si 5.487 13.596 2.725 -0.013 -0.008 0.008
Si 8.219 10.875 2.87 0.007 -0.015 0.065
Si 10.878 2.743 2.716 -0.014 0.002 0.005
Si 13.713 0.046 2.579 -0.013 -0.037 0.019
Si 10.923 8.167 2.704 -0.01 -0.026 0.004
Si 13.589 5.472 2.661 -0.001 0.023 0.023
Si 10.934 13.56 2.797 0.015 -0.017 0.03
Si 13.635 10.898 2.76 -0.024 0.018 -0.001
Si 1.377 4.048 3.998 0.001 -0.01 0.013
Si 4.123 1.344 4.063 -0.005 -0.008 -0.013
Si 1.419 9.522 4.14 -0.016 -0.022 -0.011
Si 4.055 6.708 4.119 -0.014 0.012 0.003
Si 1.356 14.941 4.035 0.012 -0.009 -0.007
Si 4.124 12.293 4.142 -0.012 0.011 0.017
Si 6.822 4.058 4.059 -0.018 0.02 -0.021
Si 9.538 1.362 4.077 0.016 0.021 0
Si 6.818 9.5 4.168 -0.003 0.015 -0.02
Si 9.575 6.819 4.101 -0.005 0.002 0.015
Si 6.808 14.964 4.112 0.005 -0.012 0.002
Si 9.568 12.245 4.194 -0.011 0.023 -0.005
Si 12.251 4.109 4.056 0.009 0.022 -0.013
Si 15.02 1.365 4.014 0.006 -0.007 -0.001
Si 12.262 9.526 4.096 -0.006 0.008 -0.006
Si 14.998 6.751 4.085 0.002 -0.004 -0.017
Si 12.338 15.004 4.009 -0.013 -0.006 -0.015
Si 14.983 12.306 4.055 0.002 0.015 0.009
Si 0.028 0.002 5.395 -0.001 -0.01 0.002
Si 2.735 2.7 5.405 -0.007 0.009 0.004
Si 0.024 5.385 5.417 -0.006 0.011 0.018
Si 2.757 8.141 5.475 0.002 -0.007 0.007
Si 16.331 10.902 5.42 0.015 0.006 -0.008
Si 2.716 13.628 5.457 0 0.015 0.019
Si 5.46 0.005 5.466 -0.009 0.005 0.012
Si 8.168 2.708 5.442 0 -0.016 0.001
Si 5.455 5.391 5.458 0.012 0.005 0.018
Si 8.192 8.15 5.487 0.003 -0.015 0.005
Si 5.449 10.889 5.485 0.005 -0.026 0.011
Si 8.161 13.611 5.49 -0.002 -0.017 0.021
Si 10.929 16.328 5.39 0.01 -0.024 0.003
Si 13.634 2.721 5.375 -0.003 0.003 -0.001
Si 10.904 5.445 5.452 0.004 0.001 0.008
Si 13.634 8.153 5.433 0.002 -0.001 -0.009
Si 10.913 10.867 5.51 0.003 0.005 0.019
Si 13.633 13.646 5.434 -0.01 0.005 0.018
Si 1.381 1.34 6.783 -0.004 -0.011 0.006
Si 4.081 4.048 6.813 -0.008 -0.004 0.005
Si 1.364 6.783 6.784 0.007 0.021 -0.008
Si 4.097 9.52 6.834 0 0.001 0
Si 1.372 12.233 6.798 -0.001 -0.003 0.002
Si 4.075 14.988 6.822 -0.004 0.005 0.011
Si 6.824 1.36 6.829 0.01 0.018 0.003
Si 9.512 4.097 6.797 0.01 0.014 0.006
Si 6.791 6.793 6.816 0.004 0.015 0.01
Si 9.507 9.533 6.856 -0.002 -0.005 -0.006
Si 6.785 12.256 6.852 -0.009 0.005 -0.005
Si 9.542 14.999 6.792 -0.006 0.009 -0.002
Si 12.266 1.367 6.746 0.007 0.002 -0.009
Si 14.987 4.045 6.779 0.009 0 0.012
Si 12.251 6.81 6.806 -0.007 -0.011 0.004
Si 14.962 9.551 6.79 -0.004 0.004 0.009
Si 12.262 12.285 6.814 0.003 0.002 0.012
Si 15.005 14.994 6.78 0.003 0.012 0.002
Si 0.015 2.691 8.143 -0.008 -0.01 -0.008
Si 2.726 16.331 8.194 0.005 -0.005 0.002
Si 0.018 8.18 8.118 0 -0.022 -0.007
Si 2.721 5.437 8.166 -0.001 0.007 -0.01
Si 0.016 13.611 8.138 0.007 -0.001 -0.001
Si 2.733 10.889 8.182 -0.01 -0.029 0.001
Si 5.455 2.711 8.189 0.001 -0.017 0.005
Si 8.175 16.328 8.193 0.004 0.003 -0.004
Si 5.438 8.165 8.193 0.009 0.009 -0.003
Si 8.14 5.444 8.182 -0.002 -0.015 -0.001
Si 5.413 13.619 8.205 -0.006 -0.008 -0.011
Si 8.115 10.886 8.216 -0.007 -0.007 0.007
Si 10.884 2.709 8.107 -0.006 -0.006 -0.008
Si 13.623 0.019 8.119 0.004 -0.005 0.002
Si 10.859 8.157 8.176 0.003 0.005 -0.007
Si 13.614 5.422 8.126 0.002 0.011 -0.007
Si 10.866 13.635 8.172 -0.003 -0.008 -0.009
Si 13.602 10.912 8.169 -0.004 -0.004 0.003
Si 1.37 4.052 9.508 0 -0.005 -0.007
Si 4.114 1.342 9.55 -0.002 -0.002 -0.003
Si 1.363 9.527 9.519 0.008 0.001 0.002
Si 4.061 6.819 9.545 -0.011 -0.001 -0.017
Si 1.381 14.919 9.537 0.01 0.002 -0.005
Si 4.051 12.264 9.586 0.004 0.017 -0.011
Si 6.779 4.106 9.568 -0.009 0.005 -0.006
Si 9.527 1.397 9.519 -0.001 -0.005 -0.011
Si 6.723 9.546 9.601 -0.01 -0.011 0.015
Si 9.463 6.833 9.547 -0.004 0.022 -0.002
Si 6.788 14.97 9.562 0.004 0.006 -0.017
Si 9.461 12.289 9.53 -0.017 0.021 0.002
Si 12.234 4.052 9.471 0.001 0.014 -0.009
Si 14.979 1.345 9.507 0.009 -0.01 0.002
Si 12.193 9.555 9.501 -0.013 0.025 -0.005
Si 14.989 6.805 9.439 -0.021 0.019 -0.012
Si 12.249 15.021 9.489 -0.004 0.01 -0.013
Si 14.969 12.29 9.509 0.005 0.001 -0.01
Si 0.004 16.281 10.836 0 -0.012 0.008
Si 2.783 2.741 10.874 0.001 0.008 0.006
Si 16.293 5.412 10.816 0.004 0.005 -0.013
Si 2.685 8.159 10.919 0.008 -0.004 0.013
Si 0.035 10.952 10.841 -0.012 -0.008 0.013
Si 2.703 13.589 11.005 -0.011 0.004 0
Si 5.421 16.289 10.957 0.004 0.019 -0.006
Si 8.137 2.721 10.9 0.019 0.01 0.012
Si 5.418 5.495 10.935 -0.002 0.002 -0.007
Si 8.073 8.185 10.952 -0.001 -0.005 0.002
Si 5.353 10.914 10.998 0.002 0.004 0.032
Si 8.107 13.613 10.958 -0.015 -0.022 0.02
Si 10.922 0.071 10.864 0.001 0.012 -0.012
Si 13.607 2.714 10.853 0.004 -0.003 -0.005
Si 10.839 5.407 10.795 0.003 -0.022 0.015
Si 13.626 8.189 10.749 0.008 -0.022 0.001
Si 10.789 10.909 10.859 0.005 -0.025 -0.005
Si 13.579 13.652 10.85 0 0.011 0.026
Si 1.445 1.284 12.11 0.013 -0.032 -0.04
Si 4.084 4.135 12.301 -0.015 -0.009 -0.009
Si 1.299 6.729 12.192 0.017 -0.009 -0.019
Si 3.908 9.584 12.363 -0.007 0.014 -0.021
Si 1.3 12.238 12.377 0.002 -0.004 0.021
Si 4.087 14.924 12.389 0.029 0.005 0.005
Si 6.779 1.35 12.274 -0.003 0.001 -0.023
Si 9.475 4.119 12.239 0.001 0.018 -0.035
Si 6.693 6.872 12.376 -0.002 0.001 -0.004
Si 9.393 9.61 12.267 0 0.042 -0.007
Si 6.711 12.275 12.399 0.001 0.014 -0.023
Si 9.547 15.044 12.171 -0.01 0.014 -0.025
Si 12.27 1.415 12.281 -0.021 -0.021 0.002
Si 14.957 4.064 12.209 -0.002 0.034 -0.013
Si 12.283 6.761 12.018 0.034 0.006 -0.027
Si 14.952 9.6 12.081 -0.02 -0.006 -0.026
Si 12.155 12.295 12.152 0.002 0.009 -0.027
Si 14.946 14.986 12.237 0.01 0.008 -0.033
Si 0.091 2.648 13.376 0.011 -0.006 0.045
Si 2.707 0.002 13.652 -0.023 0.022 0.058
Si 16.166 8.106 13.379 -0.006 0.018 0.011
Si 2.631 5.437 13.666 -0.005 0.005 0.049
Si 16.218 13.603 13.677 -0.014 0.017 0.058
Si 2.432 10.787 13.877 -0.004 -0.024 0.055
Si 5.455 2.752 13.648 0.015 0.002 0.032
Si 8.206 0.002 13.58 -0.013 -0.009 0.034
Si 5.301 8.284 13.738 0.003 -0.01 0.057
Si 8.096 5.47 13.658 0.014 -0.008 0.055
Si 5.325 13.56 13.898 0.012 -0.029 0.027
Si 8.076 10.935 13.802 -0.002 -0.018 0.031
Si 10.89 2.803 13.605 -0.007 -0.009 0.054
Si 13.646 0.052 13.633 -0.014 -0.018 0.053
Si 10.894 8.141 13.255 -0.013 -0.032 0.007
Si 13.51 5.399 13.521 -0.029 -0.03 0.084
Si 10.866 13.698 13.54 0.02 -0.017 0.038
Si 13.555 10.93 13.413 0.015 -0.001 0.055
Si 1.546 3.711 14.858 -0.063 0.211 -0.739
Si 3.874 1.603 14.951 0.147 -0.174 -0.742
Si 1.038 9.062 15.095 -0.129 0.45 -0.59
Si 3.591 7.174 14.917 0.136 -0.132 -0.814
Si 1.065 15.216 14.923 0.112 -0.196 -0.791
Si 4.005 11.93 15.235 -0.077 0.212 -0.731
Si 7.093 3.799 15.009 -0.243 0.267 -0.695
Si 9.393 1.581 14.887 0.143 -0.239 -0.764
Si 6.411 9.842 15.179 0.162 -0.071 -0.773
Si 9.768 6.731 14.677 -0.119 -0.077 -0.624
Si 7.081 14.803 14.961 -0.244 0.023 -0.778
Si 9.321 12.625 14.939 0.011 -0.269 -0.72
Si 11.895 4.468 14.946 0.12 -0.193 -0.744
Si 15.323 1.207 14.824 -0.227 0.04 -0.746
Si 12.376 9.312 14.566 -0.096 0.135 -0.728
Si 14.569 7.069 14.692 0.123 -0.315 -0.696
Si 12.481 14.777 14.879 -0.101 0.133 -0.755
Si 14.559 12.41 14.911 0.271 -0.022 -0.679
Si 4.003 11.849 33.403 -0.104 0.031 0.192
Si 2.058 8.17 30.544 -0.006 0.074 0.168
Si 16.097 11.659 22.396 0.106 -0.023 -0.043
Si 1.515 6.54 22.333 -0.04 -0.052 -0.332
Si 0.773 16.271 21.373 -0.034 0.101 -0.089
Si 15.398 11.835 17.792 0.024 0.148 -0.125
Si 10.36 15.361 28.389 -0.023 -0.02 0.146
Si 7.651 8.543 26.286 0.033 0.042 -0.021
Si 15.432 7.895 17.263 -0.015 0.174 -0.294
Si 3.093 15.906 30.917 -0.031 0.136 0.135
Si 2.605 14.362 20.178 -0.027 0.012 -0.089
Si 13.755 2.777 32.373 -0.044 -0.009 0.164
Si 5.189 10.261 26.946 -0.106 0.078 0.146
Si 8.566 11.234 24.894 -0.054 0.039 -0.046
Si 14.737 10.024 33.409 -0.027 -0.052 0.342
Si 14.033 8.345 28.735 -0.032 0.102 0.097
Si 1.615 1.485 32.858 -0.061 0.014 0.213
Si 5.76 1.398 22.299 -0.051 -0.017 -0.014
Si 1.281 2.282 19.353 0.053 0.173 -0.128
Si 10.955 12.402 23.596 -0.057 0.038 -0.021
Si 9.13 8.953 31.187 0.025 -0.043 0.184
Si 10.807 10.826 16.901 -0.067 0.072 -0.155
Si 7.414 3.839 22.805 -0.116 0.074 -0.207
Si 0.391 15.285 29.444 -0.056 0.043 0.221
Si 6.122 8.273 30.978 -0.023 0.056 0.163
Si 0.837 4.319 27.747 -0.132 0.003 0.201
Si 8.159 1.915 25.03 -0.069 0.029 -0.005
Si 4.259 7.773 22.634 0.069 -0.048 -0.197
Si 9.74 7.393 19.419 0.204 -0.053 -0.208
Si 7.196 15.157 33.258 0.009 0.024 0.29
Si 10.209 13.266 26.291 -0.015 0.014 0.109
Si 13.213 4.411 17.771 -0.029 -0.036 -0.261
Si 0.414 9.326 27.455 0.024 -0.068 0.184
Si 12.572 3.546 25.971 0.064 -0.074 -0.029
Si 6.698 3.272 17.906 -0.003 0.036 -0.235
Si 9.098 6.621 33.228 0.006 0.029 0.13
Si 14.091 14.058 30.062 0.053 0.026 -0.015
Si 3.816 6.398 17.834 -0.123 -0.023 -0.067
Si 2.869 1.432 23.14 -0.011 -0.103 -0.11
Si 5.215 6.622 28.549 0.054 -0.002 0.256
Si 9.199 13.739 21.687 0.076 0.172 -0.092
Si 8.608 8.674 16.964 -0.029 0.06 -0.182
Si 12.271 1.463 28.371 0.002 0.032 0.189
Si 1.919 13.309 17.263 -0.04 -0.155 -0.283
Si 14.736 3.27 23.757 -0.027 -0.047 0.008
Si 7.196 11.517 22.294 -0.133 0.044 0.076
Si 4.17 14.796 26.482 -0.044 0.005 0.107
Si 12.585 12.277 19.008 0.152 0.005 -0.175
Si 14.052 8.322 21.517 0.104 0.031 -0.216
Si 15.89 5.13 32.486 0.003 -0.107 0.221
Si 3.899 10.302 24.129 -0.071 -0.079 -0.014
Si 2.772 10.511 28.709 0.051 0.074 0.115
Si 8.029 6.053 27.587 0.149 -0.144 0.227
Si 5.817 7.025 20.067 0.062 -0.012 -0.088
Si 6.105 0.811 26.648 -0.049 0.07 0.135
Si 1.526 3.706 30.76 0.085 -0.12 0.14
Si 15.125 6.389 23.755 -0.076 -0.014 -0.032
Si 7.846 8.573 21.307 0.09 -0.084 -0.216
Si 12.879 7.376 18.826 0.021 0.158 -0.204
Si 9.215 3.876 29.222 -0.141 0.001 0.136
Si 4.686 4.178 30.56 -0.047 0.118 0.173
Si 8.112 4.889 20.089 0.025 0.125 -0.27
Si 5.895 0.488 17.121 -0.01 0.148 -0.245
Si 6.394 5.606 32.656 0.052 -0.064 0.229
Si 5.202 1.34 29.375 -0.013 -0.157 0.167
Si 1.106 15.596 26.384 0.145 -0.037 0.106
Si 3.789 3.717 18.921 -0.06 -0.06 -0.099
Si 11.043 10.6 32.583 -0.015 -0.014 0.122
Si 14.513 5.875 26.812 0.149 0.06 -0.018
Si 0.995 10.484 24.807 -0.009 0.093 -0.068
Si 10.972 2.669 31.059 0.125 -0.041 0.222
Si 11.72 12.805 28.794 0.003 -0.049 0.163
Si 14.23 1.077 21.631 -0.092 -0.17 -0.161
Si 5.04 13.452 21.492 0.034 0.12 -0.324
Si 5.325 13.706 31.332 0.003 0.077 0.221
Si 1.311 7.599 19.359 0.038 -0.05 -0.168
Si 2.36 3.92 21.348 -0.069 0.088 -0.186
Si 3.673 9.012 32.773 0.137 -0.013 0.195
Si 11.387 0.553 21.489 -0.052 0.045 0.021
Si 5.064 15.946 19.997 0.038 -0.049 -0.017
Si 9.787 3.949 26.464 -0.036 0.109 0.009
Si 15.463 7.916 31.338 0.043 0.011 0.166
Si 3.863 13.345 23.969 0.088 0.022 -0.006
Si 4.75 12.726 28.599 -0.031 -0.112 0.022
Si 9.336 1.091 33.246 -0.044 0.011 0.262
Si 0.055 10.036 20.098 -0.078 0.042 -0.083
Si 0.949 2.178 25.403 0.039 0.025 -0.127
Si 12.544 1.915 19.333 -0.029 -0.07 -0.148
Si 11.12 0.196 17.16 0.017 0.092 -0.19
Si 2.45 6.881 28.012 -0.088 0.18 0.084
Si 7.984 0.891 28.901 0.018 0.077 0.183
Si 1.007 13.427 24.369 -0.036 -0.152 0.006
Si 6.808 6.796 23.734 0.074 0.058 -0.126
Si 13.146 12.498 32.644 -0.205 0.038 0.276
Si 15.837 3.218 17.002 0.006 -0.01 -0.271
Si 11.557 9.831 29.902 0.022 -0.075 0.123
Si 14.442 0.67 30.131 0.002 -0.044 0.149
Si 13.066 11.126 21.907 -0.075 -0.023 -0.194
Si 8.62 0.058 23.013 0.076 0.016 -0.166
Si 10.727 14.751 19.448 0.058 0.011 -0.174
O 13.598 13.229 34 0.506 0.002 -0.239
O 7.278 11.576 23.932 -0.381 0.06 0.15
O 3.169 10.553 32.912 -0.737 0.054 0.037
O 5.354 15.827 26.108 0.218 -0.233 -0.186
O 13.908 1.363 20.049 0.514 -0.139 -0.332
O 0.123 5.024 34.005 0.274 -0.417 -0.233
O 1.808 15.232 30.205 -0.189 -0.448 -0.261
O 4.876 12.446 32.213 0.061 -0.428 -0.184
O 2.404 13.993 23.79 -0.109 0.488 -0.115
O 12.171 15.032 35.091 -0.046 0.197 -0.552
O 11.534 15.56 20.58 0.563 -0.227 0.109
O 15.7 14.069 29.818 0.332 -0.584 0.12
O 5.121 1.471 27.753 -0.554 0.18 -0.305
O 12.318 2.347 27.027 0.065 -0.049 -0.341
O 15.405 9.045 20.948 0.115 -0.263 0.317
O 1.369 9.184 19.698 0.479 0.367 -0.015
O 1.486 9.492 35.158 -0.05 0.083 -0.402
O 5.059 11.372 34.509 0.092 0.354 -0.079
O 6.788 9.495 35.136 0.096 0.109 -0.283
O 15.011 6.883 35.113 -0.043 0 -0.217
O 0.993 3.645 29.225 0.035 -0.145 -0.243
O 9.049 2.536 26.212 -0.061 -0.184 0.26
O 4.441 0.954 23.189 -0.109 -0.568 0.504
O 14.727 4.049 32.208 -0.174 0.193 -0.089
O 0.787 4.948 31.471 0.133 0.353 -0.273
O 1.087 2.374 31.605 -0.108 0.008 -0.238
O 13.769 2.349 33.943 0.313 -0.345 -0.228
O 13.341 4.791 26.639 -0.055 -0.061 0.395
O 3.552 4.429 20.368 0.583 0.313 0.241
O 12.195 4.198 34.895 -0.095 -0.115 -0.441
O 5.2 6.956 23.65 -0.383 -0.064 0.345
O 4.854 5.374 29.508 -0.152 -0.119 -0.378
O 4.459 9.355 22.942 0.097 0.341 -0.353
O 15.303 9.208 28.185 0.067 0.176 -0.26
O 2.72 2.687 15.391 0.079 0.138 0.552
O 12.671 3.46 18.941 -0.164 0.42 0.524
O 3.519 13.243 20.933 -0.293 -0.514 0.043
O 3.758 11.794 23.56 -0.289 0.097 -0.527
O 0.036 9.018 16.439 -0.201 0.292 0.468
O 5.572 7.904 29.501 -0.098 0.409 -0.508
O 16.306 7.313 18.489 0.05 -0.365 0.45
O 8.293 2.72 15.277 0.029 0.006 0.346
O 14.94 11.552 16.255 0.143 -0.363 0.114
O 11.91 15.491 16.214 0.023 -0.229 0.099
O 3.094 12.409 16.541 -0.152 0.015 0.535
O 6.569 4.147 16.528 -0.407 0.592 0.35
O 0.155 10.469 23.427 -0.008 -0.557 0.065
O 9.332 8.333 20.691 0.518 0.348 0.564
O 8.537 14.815 22.693 -0.503 -0.275 0.151
O 7.884 3.875 18.83 0.501 -0.078 0.042
O 1.026 0.893 20.096 -0.109 -0.257 -0.185
O 6.755 5.74 20.35 -0.334 -0.201 0.369
O 4.091 14.733 31.34 -0.296 -0.284 0.215
O 8.304 4.066 21.466 0.546 -0.18 0.116
O 12.194 1.089 17.979 0.179 0.239 -0.178
O 3.416 4.831 17.816 -0.47 0.008 -0.631
O 10.201 12.173 16.24 0.248 0.223 0.216
O 12.248 3.165 31.913 -0.148 0.28 -0.005
O 13.49 13.574 15.37 -0.009 0.028 0.456
O 13.443 3.021 24.711 -0.259 -0.29 -0.192
O 12.875 5.915 18.167 -0.355 0.039 -0.192
O 13.456 8.209 15.084 -0.071 0.046 0.207
O 15.207 6.713 16.158 0.351 -0.5 0.304
O 2.575 6.954 29.632 0.024 -0.35 0.317
O 14.595 2.461 22.374 0.272 0.406 0.009
O 14.552 11.678 22.047 -0.065 0.079 -0.061
O 11.925 9.724 31.504 0.301 -0.514 0.198
O 11.592 0.028 28.035 0.114 -0.235 -0.227
O 0.576 0.729 25.998 -0.33 0.009 0.244
O 11.551 12.161 32.509 -0.179 0.497 -0.415
O 6.391 9.191 27.09 -0.21 -0.212 0.437
O 11.177 10.243 34.168 0.113 -0.563 -0.086
O 2.815 2.425 18.802 0.213 -0.461 -0.399
O 10.851 14.097 29.31 -0.111 0.213 0.492
O 6.623 0.628 29.78 0.095 -0.445 0.29
O 3.82 9.809 27.689 -0.001 -0.647 0.001
O 12.517 3.99 16.367 -0.157 -0.248 0.332
O 12.811 0.575 22.299 0.122 -0.017 0.724
O 6.898 1.707 17.503 0.404 -0.189 0.381
O 11.463 11.43 29.603 -0.015 0.113 -0.022
O 9.511 10.23 32.154 -0.302 0.165 -0.031
O 8.312 2.947 23.801 0.635 0.174 0.04
O 4.604 1.044 16.302 -0.31 -0.343 0.184
O 14.91 6.532 25.366 -0.056 0.498 0.042
O 3.368 11.976 29.058 -0.24 0.385 0.106
O 0.254 2.375 18.137 -0.054 -0.29 0.319
O 6.414 6.139 27.579 -0.269 -0.23 -0.483
O 9.415 5.835 19.808 0.453 -0.233 0.225
O 1.113 3.186 26.644 0.148 -0.128 0.11
O 2.441 13.835 18.674 0.417 0.185 0.19
O 16.33 0.039 15.384 -0.005 -0.079 0.619
O 2.335 2 24.564 0.336 0.184 0.287
O 0.597 4.059 16.142 -0.059 0.696 0.1
O 15.539 9.166 32.332 0.607 0.255 -0.273
O 6.764 8.329 20.121 -0.065 0.52 -0.534
O 8.445 9.794 25.623 0.158 -0.129 -0.114
O 8.487 7.613 27.354 0.614 0.297 0.276
O 5.805 12.034 21.634 -0.318 -0.424 -0.308
O 3.897 0.56 29.911 -0.042 0.237 -0.135
O 8.199 13.705 15.467 -0.098 -0.087 0.583
O 9.992 0.591 22.298 -0.065 0.335 0.273
O 13.438 7.394 20.343 0.043 -0.266 0.57
O 4.925 10.341 25.363 0.389 0.136 -0.21
O 14.974 2.168 16.1 -0.506 0.015 0.434
O 5.452 0.977 20.761 -0.007 0.428 -0.279
O 11.251 12.503 27.277 -0.017 -0.433 -0.378
O 6.645 15.701 16.241 0.015 0.081 0.278
O 9.534 9.942 17.346 -0.287 0.368 0.58
O 10.623 13.306 22.302 0.541 0.048 -0.106
O 12.506 11.714 20.515 -0.314 0.156 0.345
O 4.362 14.158 27.95 -0.187 0.293 0.418
O 9.385 14.221 20.162 -0.701 -0.196 -0.074
O 13.284 13.266 28.894 0.155 -0.094 -0.659
O 3.044 12.98 34.046 -0.047 0.149 -0.448
O 3.471 15.733 20.161 -0.143 0.496 0.388
O 7.545 9.044 30.851 -0.092 0.254 -0.35
O 5.324 3.323 18.742 0.068 -0.2 0.622
O 5.15 6.755 18.645 0.417 0.047 -0.169
O 11.268 7.734 18.932 -0.091 0.341 0.117
O 8.374 5.266 28.997 -0.238 0.247 0.396
O 5.554 11.713 27.607 0.333 0.267 0.002
O 2.915 2.613 22.063 0.118 0.089 -0.202
O 1.206 6.791 20.757 -0.339 -0.141 -0.036
O 11.828 11.183 18.085 0.12 -0.399 0.06
O 11.367 1.802 20.445 -0.382 0.321 0.162
O 9.844 14.684 26.991 -0.212 0.437 -0.273
O 10.004 3.908 30.635 0.053 0.585 0.266
O 2.592 7.229 18.466 -0.064 0.255 0.06
O 4.254 1.246 35.002 0.047 0.174 -0.549
O 1.675 14.569 16.282 0.426 0.024 0.34
O 5.775 14.591 20.587 0.599 -0.144 -0.036
O 11.641 9.968 15.839 0.191 -0.278 0.361
O 0.306 6.779 23.353 0.233 0.463 0.478
O 16.001 0.342 29.88 0.26 0.435 -0.026
O 1.352 7.987 27.544 0.081 -0.01 -0.397
O 7.109 5.219 23.587 0.03 -0.111 0.242
O 0.148 9.668 25.902 -0.391 -0.075 -0.221
O 0.623 15.224 27.863 -0.304 -0.2 -0.067
O 8.283 12.455 21.61 -0.017 -0.221 -0.414
O 7.592 10.038 21.859 -0.21 0.02 0.254
O 10.106 1.073 16.263 0.072 0.173 0.512
O 2.353 2.524 33.884 0.066 0.576 -0.239
O 9.852 11.248 23.901 0.265 -0.75 -0.19
O 4.914 14.071 22.989 0.384 0.404 0.407
O 1.985 5.426 27.55 0.196 -0.014 -0.531
O 8.376 2.468 29.122 -0.236 0.047 0.116
O 10.448 0.421 34.198 0.34 0.091 -0.547
O 14.121 12.561 18.515 0.018 0.631 0.003
O 5.23 10.897 15.682 0.009 -0.117 0.282
O 4.308 13.527 25.496 0.466 -0.44 0.237
O 1.088 3.508 20.413 -0.461 0.234 0.243
O 11.094 4.082 25.522 -0.124 0.267 -0.699
O 5.052 9.074 31.908 0.151 0.454 -0.17
O 7.13 9.192 16.511 -0.063 -0.152 0.478
O 15.754 5.087 27.516 -0.264 0.174 0.413
O 14.241 7.4 22.838 -0.426 -0.006 0.291
O 15.303 6.595 32.225 -0.275 0.146 0.248
O 16.09 2.755 24.478 0.047 -0.087 -0.14
O 0.489 12.602 17.596 0.101 -0.161 0.362
O 3.995 7.019 27.547 0.165 0.181 -0.742
O 1.499 14.91 34.881 0.131 -0.244 -0.315
O 0.419 14.555 25.345 -0.471 -0.054 -0.291
O 0.51 11.317 20.989 0.474 0.285 -0.197
O 7.261 7.499 25.108 -0.118 -0.228 0.129
O 5.98 15.817 34.103 -0.411 0.011 -0.525
O 6.576 1.776 25.431 -0.535 0.395 -0.503
O 13.021 9.513 21.879 -0.578 0.002 0.044
O 8.246 16.306 32.835 0.038 0.224 -0.321
O 8.856 12.392 26.008 -0.555 0.27 0.517
O 7.576 7.536 22.515 0.197 -0.054 -0.026
O 1.197 14.764 20.888 -0.447 -0.286 0.248
O 1.286 10.559 28.066 -0.425 0.335 -0.013
O 11.731 13.632 18.889 0.128 0.021 -0.491
O 9.198 7.8 15.751 -0.23 0.379 0.088
O 10.808 5.641 15.337 -0.104 -0.143 0.166
O 5.663 13.115 29.87 0.594 -0.196 -0.324
O 2.634 0.386 32.242 0.323 -0.168 0.042
O 15.777 10.879 34.311 -0.034 0.531 -0.308
O 15.67 10.536 18.728 -0.305 -0.302 -0.036
O 5.575 5.86 34.037 -0.37 0.434 -0.273
O 14.829 4.842 23.386 -0.325 0.034 -0.479
O 11.462 2.002 29.674 0.02 -0.093 -0.189
O 10.286 3.906 28.006 0.689 0.107 -0.191
O 4.237 6.733 16.325 0.658 -0.239 0.058
O 10.996 13.395 24.876 0.188 0.43 -0.054
O 8.749 0.469 24.576 0.385 -0.378 0.561
O 9.458 7.515 31.915 0.2 -0.316 -0.397
O 6.059 2.992 22.45 -0.541 0.208 0.068
O 2.593 8.052 32.049 -0.271 -0.314 0.188
O 5.25 2.822 29.945 0.535 -0.062 -0.271
O 9.575 12.204 35.018 0.024 0.012 -0.411
O 5.612 4.431 31.875 0.06 -0.601 0.098
O 1.208 12.049 25.216 -0.01 0.222 0.711
O 2.33 8.109 15.405 -0.012 -0.204 0.288
O 10.389 5.92 33.938 0.103 0.155 -0.568
O 6.854 3.948 35.122 -0.017 -0.098 -0.124
O 3.72 8.346 34.26 0.708 -0.433 -0.095
O 7.17 0.647 22.586 -0.138 0.006 -0.107
O 8.615 2.292 34.064 -0.227 0.248 -0.178
O 13.703 13.355 31.437 -0.057 0.129 -0.108
O 2.705 7.472 22.852 0.013 0.515 0.268
O 1.753 0.358 22.612 0.029 -0.358 0.276
O 8.703 5.166 26.39 -0.342 0.298 -0.587
O 9.215 16.208 29.182 -0.001 -0.061 0.488
O 12.311 11.641 23.229 0.379 0.001 0.334
O 13.943 8.264 17.913 -0.104 0.235 -0.225
O 3.118 3.943 30.886 0.094 -0.133 0.269
O 8.666 7.698 18.235 -0.282 -0.329 0.177
O 13.774 9.037 34.275 -0.335 -0.192 -0.432
O 14.809 4.249 17.661 0.19 0.433 0.19
O 4.641 7.301 21.139 -0.353 0.073 0.024
O 10.076 9.119 29.853 -0.232 -0.39 -0.711
O 13.874 11.078 32.604 -0.105 -0.347 -0.703
O 15.516 0.069 21.759 -0.164 -0.226 0.413
O 2.73 15.516 26.337 0.085 0.177 -0.202
O 13.825 1.405 28.835 0.374 0.329 -0.366
O 13.632 15.601 30.241 -0.611 0.015 0.207
O 2.628 9.591 30.025 0.316 0.472 0.098
O 14.268 7.913 30.271 -0.193 -0.267 0.233
O 0.47 8.036 30.465 -0.047 -0.05 -0.524
O 5.417 16.078 18.449 0.107 -0.356 -0.096
O 10.251 15.688 18.226 -0.604 -0.159 0.149
O 1.948 4.989 22.456 0.069 -0.083 0.711
O 6.626 14.438 31.94 0.345 0.192 -0.246
O 7.903 14.03 34.172 0.153 -0.004 -0.233
O 0.461 0.686 33.732 -0.534 0.038 -0.352
O 10.076 1.641 31.929 -0.105 -0.278 -0.23
O 6.349 6.898 31.739 0.196 -0.057 -0.187
O 12.626 9.175 28.862 -0.183 0.162 -0.425
O 0.096 13.081 23.08 -0.331 0.628 0.003
O 8 5.443 32.939 0.101 -0.532 -0.162
O 7.516 0.507 27.392 0.266 -0.302 -0.489
O 8.474 7.691 34.269 0.243 -0.006 -0.246
O 13.938 7.05 27.772 -0.169 -0.051 0.108
O 2.447 9.798 24.636 0.129 -0.675 -0.06
O 14.27 1.542 31.474 0.366 -0.301 0.074

Results
total energy: -137262.833 eV
total energy less fixed offsets of O -438.35, Si -107.03 eV per atom: 9.247 eV
